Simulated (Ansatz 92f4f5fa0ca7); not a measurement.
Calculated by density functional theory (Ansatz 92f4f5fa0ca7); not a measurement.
Periodic cell of 226 atoms, Si133O91Al1F1, from a study of silicon, its oxide and their interface. The atomic structure is a simulated model.
Doubt: the cutoff is far below the 930 eV that the study's wrapper takes by default for these files, so forces and energies are approximate.
This geometry differs little from another in the collection (a relaxation step or a small displacement).

Settings
functional: PBE
potential files: Ansatz PAW
basis: plane waves
wave-function cutoff: 580 eV
density cutoff ratio: 5
exchange-correlation grid ratio: 1
k mesh: 1 x 1 x 1, Gamma-centred
self-consistency stop: 5e-08 eV per atom in the density residual
occupations: fixed
spin: none
net charge: 0

Cell vectors (angstrom)
a, 10.938, 0, 0
b, 0, 10.938, 0
c, 0, 0, 32.8855

Atoms and the computed forces on them: element, x, y, z (angstrom), force x, y, z (eV/angstrom)
Si, -0.1482, 0.1933, 25.3595, 0.0162, -0.0202, 0.0437
Si, 5.8597, -0.3019, 25.4406, 0.0104, 0.0035, -0.0461
Si, 2.5503, 2.984, 25.4919, 0.0213, -0.0211, 0.0401
Si, 8.5952, 2.4455, 25.5401, -0.0015, -0.003, -0.0505
Si, 0.2751, 5.1053, 25.6236, -0.015, 0.0021, -0.0441
Si, 5.2466, 5.6828, 25.3541, 0.0191, -0.0199, 0.0518
Si, 2.9947, 7.9287, 25.2236, -0.0074, -0.0032, -0.0119
Si, 8.0934, 8.3979, 25.2761, 0.0197, -0.0164, 0.0566
Si, 1.4271, 1.3197, 26.7285, -0.0139, 0.0107, -0.0151
Si, 6.9335, 1.3069, 26.7688, -0.0074, 0.0065, 0.0177
Si, 4.1318, 4.1442, 26.7697, -0.0059, 0.0103, -0.0153
Si, 9.6714, 3.9808, 26.937, -0.0087, 0.009, 0.0144
Si, 1.4511, 6.8289, 26.6892, -0.0014, 0.0049, 0.0116
Si, 6.8958, 6.8218, 26.6325, -0.0199, 0.0183, -0.0164
Si, 4.1645, 9.4881, 26.6348, -0.0054, -0.0043, 0.0177
Si, 9.6227, 9.5481, 26.6798, -0.0232, 0.0131, -0.0077
Si, 2.8009, -0.0662, 28.0538, 0.0001, 0.0031, 0.013
Si, 8.2665, -0.0536, 28.13, 0.0188, -0.0189, -0.0042
Si, 0.0987, 2.6233, 28.1993, 0.0074, -0.0123, 0.0093
Si, 5.5041, 2.7103, 28.0765, 0.0007, -0.0026, 0.0056
Si, 2.7534, 5.4769, 28.1331, 0.0073, -0.0073, 0.0028
Si, 8.2175, 5.4482, 28.0847, 0.006, -0.0049, 0.0117
Si, 0.0384, 8.177, 28.0573, -0.0026, 0.0039, 0.0091
Si, 5.5127, 8.1567, 28.0731, 0.0131, -0.0064, -0.0031
Si, 4.1018, 1.3673, 29.4672, 0.1146, -0.136, -0.2884
Si, 9.5708, 1.3673, 29.4672, 0.1304, -0.4345, 0.5725
Si, 1.3673, 4.1018, 29.4672, 0.2646, 0.002, 0.3797
Si, 6.8362, 4.1018, 29.4672, -0.0044, -0.011, -0.1019
Si, 4.1018, 6.8362, 29.4672, 0.2481, 0.0646, 0.1597
Si, 9.5708, 6.8362, 29.4672, 0.0793, 0.0102, -0.2658
Si, 1.3673, 9.5708, 29.4672, 0.1234, -0.0861, -0.2886
Si, 6.8362, 9.5708, 29.4672, 0.0151, -0.1924, -0.0084
Si, 0, 0, 30.8345, -0.1295, 0.0735, 0.0361
Si, 5.469, 0, 30.8345, 0.0254, 0.0065, -0.0238
Si, 2.7345, 2.7345, 30.8345, -0.0196, 0.1557, 0.0197
Si, 8.2035, 2.7345, 30.8345, 0.0063, 0.0271, -0.0405
Si, 0, 5.469, 30.8345, -0.0339, -0.0356, -0.0231
Si, 5.469, 5.469, 30.8345, -0.0634, 0.0246, -0.0032
Si, 2.7345, 8.2035, 30.8345, 0.0451, 0.0447, -0.0173
Si, 8.2035, 8.2035, 30.8345, -0.0672, 0.0571, -0.007
Si, 1.3673, 1.3673, 32.2017, 0.0188, -0.0876, -0.0204
Si, 6.8362, 1.3673, 32.2017, 0.0308, 0.0228, -0.0272
Si, 4.1018, 4.1018, 32.2017, 0.0903, -0.0734, 0.0018
Si, 9.5708, 4.1018, 32.2017, -0.0075, -0.016, -0.0147
Si, 1.3673, 6.8362, 32.2017, -0.0098, -0.0265, -0.0251
Si, 6.8362, 6.8362, 32.2017, 0.0635, -0.0527, -0.0207
Si, 4.1018, 9.5708, 32.2017, -0.0146, -0.0023, -0.0145
Si, 9.5708, 9.5708, 32.2017, 0.0914, -0.0642, -0.005
Si, 2.7345, 0, 0.6835, 0.0057, 0.032, 0.041
Si, 8.2035, 0, 0.6835, -0.0782, 0.0216, 0.0073
Si, 0, 2.7345, 0.6835, -0.0485, 0.0646, 0.0116
Si, 5.469, 2.7345, 0.6835, 0.0112, 0.0272, 0.0103
Si, 2.7345, 5.469, 0.6835, -0.0424, 0.0177, 0.0189
Si, 8.2035, 5.469, 0.6835, -0.0414, 0.0398, 0.0483
Si, 0, 8.2035, 0.6835, -0.0515, 0.0108, 0.0084
Si, 5.469, 8.2035, 0.6835, -0.0301, 0.0524, 0.0013
Si, 4.1018, 1.3673, 2.0507, 0.0333, -0.0226, -0.0011
Si, 9.5708, 1.3673, 2.0507, 0.0845, 0.0098, 0.0589
Si, 1.3673, 4.1018, 2.0507, -0.0316, -0.0504, 0.0432
Si, 6.8362, 4.1018, 2.0507, -0.0742, -0.1723, -0.0396
Si, 4.1018, 6.8362, 2.0507, 0.0907, -0.0565, 0.0203
Si, 9.5708, 6.8362, 2.0507, 0.0607, 0.0237, -0.017
Si, 1.3673, 9.5708, 2.0507, -0.0913, -0.0758, -0.0306
Si, 6.8362, 9.5708, 2.0507, 0.134, -0.044, -0.0126
Si, 0, 0, 3.418, 0.3342, -0.0364, -0.0984
Si, 5.469, 0, 3.418, -0.3319, 0.0824, 0.2997
Si, 2.7345, 2.7345, 3.418, -0.0065, -0.129, 0.1324
Si, 8.2035, 2.7345, 3.418, -0.4985, 0.0711, -0.1165
Si, 0, 5.469, 3.418, 0.2304, 0.3063, -0.1706
Si, 5.469, 5.469, 3.418, -0.4366, -0.1899, -0.2864
Si, 2.7345, 8.2035, 3.418, -0.1109, 0.3014, 0.4205
Si, 8.2035, 8.2035, 3.418, 0.05, 0.4711, -0.6572
Si, 1.4303, 1.3022, 4.8256, -0.0174, -0.0011, 0.006
Si, 6.7494, 1.4283, 4.8057, 0.0016, 0.013, -0.0034
Si, 4.0168, 4.1474, 4.8163, -0.0142, 0.0038, -0.0078
Si, 9.5168, 4.1679, 4.7073, -0.0087, 0.0037, 0.0175
Si, 1.3419, 6.8605, 4.8284, -0.0105, -0.0001, -0.0088
Si, 6.772, 6.9076, 4.6612, -0.017, 0.0294, 0.0111
Si, 4.0319, 9.6367, 4.8703, -0.0058, -0.0131, 0.0003
Si, 9.5335, 9.619, 4.7453, -0.0079, 0.0068, -0.0085
Si, 2.7512, 0.0303, 6.4975, -0.0008, -0.0096, -0.0301
Si, 8.0828, -0.0096, 6.0841, -0.026, -0.0241, -0.003
Si, -0.1659, 2.6477, 5.9358, 0.0199, 0.029, 0.0056
Si, 5.3526, 2.7925, 6.2254, 0.0066, -0.0389, -0.0312
Si, 2.5862, 5.4518, 6.2912, 0.0443, 0.0299, -0.0006
Si, 8.1741, 5.6219, 5.9616, 0.0172, -0.0311, -0.0383
Si, -0.0488, 8.2662, 6.1313, -0.0002, -0.0179, -0.0137
Si, 5.3689, 8.1336, 6.0694, 0.0277, -0.0054, 0.0011
Si, 3.7592, 1.8832, 7.8023, 0.006, 0.0325, 0.0626
Si, 9.64, 1.1842, 7.3556, -0.023, 0.0035, -0.0338
Si, 1.2014, 3.7637, 7.3993, 0.1088, -0.0851, -0.0884
Si, 6.6642, 4.4584, 7.2373, 0.0011, 0.0281, 0.0484
Si, 4.3443, 6.5541, 7.4995, -0.0144, -0.014, -0.0352
Si, 9.2492, 7.1582, 7.3952, -0.0315, 0.0621, 0.0298
Si, 0.9092, 9.8308, 7.6053, 0.0087, -0.0281, 0.0506
Si, 6.9329, 9.3204, 7.321, 0.094, -0.0207, -0.0846
O, 5.5331, 5.4687, 7.9204, 0.0064, -0.0055, 0.0049
O, -0.0617, 0.1987, 7.7171, 0.0019, 0.0044, 0.0137
O, 2.3665, 2.8152, 8.0771, -0.0029, 0.0139, -0.0215
O, 8.1143, 8.26, 7.807, 0.0486, -0.0407, 0.0046
O, 2.2799, 8.537, 23.8403, 0.0057, -0.0031, 0.0127
O, 8.1451, 5.4908, 22.787, 0.0063, -0.0015, 0.0098
O, 6.9486, 9.524, 24.8393, -0.0316, 0.0284, -0.0091
O, 1.3883, 4.052, 24.9765, -0.0287, 0.0286, -0.0087
O, 6.228, 10.0578, 8.5376, -0.0773, 0.035, -0.0324
O, -0.2296, 4.1504, 8.7646, -0.1457, 0.049, 0.1351
O, 0.7368, 9.2324, 9.1312, -0.0008, 0.006, -0.0176
O, 7.8244, 3.9875, 8.3211, -0.0215, -0.0053, -0.0057
O, 9.7971, 6.5719, 8.8509, -0.039, 0.0469, -0.0022
O, 4.5053, 1.8832, 9.2762, 0.0044, -0.0103, -0.0226
O, 3.8258, 7.2861, 8.8844, 0.0054, 0.0088, 0.0107
O, 9.2901, 1.8757, 8.8293, -0.0126, 0.0088, 0.0303
O, 5.2734, 0.5252, 24.1527, -0.0021, -0.0105, 0.0288
O, 8.0285, 3.2704, 24.2581, 0.0055, -0.0082, 0.0347
O, 11.758, 6.6944, 19.7565, -0.002, 0.0011, 0.0018
O, 5.9103, 4.872, 24.0826, 0.0089, -0.0039, -0.0131
O, 8.8247, 7.8042, 23.8914, 0.0125, -0.018, -0.0185
O, 3.3064, 2.3859, 24.1637, 0.0096, -0.0177, -0.015
O, 4.1341, 6.7913, 24.7818, -0.0128, 0.0143, -0.0148
O, 11.41, -0.4521, 23.9676, 0.0024, 0.0028, -0.0055
Si, 11.8054, 9.1038, 10.7549, 0.0035, -0.0085, -0.002
Si, 7.1646, 15.3419, 11.4713, 0.0232, -0.019, -0.0148
Si, 8.2781, 11.4192, 15.0463, 0.0021, 0.0043, 0.005
Si, 2.1025, 13.1488, 19.2751, -0.004, -0.0056, -0.0042
Si, 4.7996, 13.5704, 10.7262, -0.0084, 0.011, -0.0034
Si, 1.7834, -2.3609, 17.566, -0.0014, -0.0036, 0.0021
Si, 5.0002, 1.4799, 18.7176, -0.0025, -0.0073, -0.0076
Si, 0.8751, -0.5997, 20.0514, -0.0072, -0.0009, -0.0044
Si, -0.7165, 7.7261, 12.9844, 0.0229, -0.0069, -0.0043
Si, -3.138, -1.8766, 16.5398, 0.0011, 0, 0.0111
Si, 9.1721, 2.539, 16.6621, -0.0048, -0.003, -0.0046
Si, 8.9946, 3.3972, 9.2433, 0.0437, 0.0317, 0.0349
Al, 6.534, 10.0237, 10.2583, -0.044, -0.0249, 0.0917
Si, 10.9334, 5.672, 9.5509, 0.0024, -0.1458, 0.0197
Si, 1.7861, 9.0419, 14.4854, -0.012, -0.0035, 0.0093
Si, 4.0213, 12.1095, 23.3499, -0.0113, -0.0052, 0.0128
Si, 5.3738, 3.029, 21.3152, -0.008, -0.003, 0.0035
Si, -3.6993, 7.5927, 12.0346, -0.0129, -0.1019, 0.106
Si, -1.8806, -1.8141, 19.1406, 0.0035, 0.0002, -0.0073
Si, 11.4563, 5.7046, 21.0145, -0.0084, 0.0032, -0.0048
Si, 6.3693, 2.3495, 15.9501, 0.0023, 0.0076, 0.0039
Si, 16.6077, 4.4397, 14.0683, -0.0052, -0.0023, 0.0111
Si, 0.0895, 4.8919, 12.6255, -0.026, 0.0121, -0.0578
Si, 10.3563, 2.3087, 13.9548, -0.0083, 0.0072, 0.0034
Si, 1.7227, 9.8984, 23.0809, -0.0026, 0.0089, -0.0087
Si, 3.1753, 4.6718, 12.1259, -0.0041, 0.0194, 0.0079
Si, 6.0102, 6.9281, 15.9738, 0.0017, -0.0026, 0.009
Si, -4.8064, 9.5475, 18.9376, 0.0012, -0.0028, -0.0001
Si, 10.6604, 6.8057, 18.5465, -0.0036, 0.0028, 0.0001
Si, 4.3659, 7.0235, 18.5588, 0.001, 0.0054, -0.005
Si, -0.2436, 3.9104, 18.7434, -0.0029, -0.001, -0.0066
Si, 4.5415, 0.1543, 12.1375, -0.033, 0.0315, 0.0112
Si, 12.4898, 11.3811, 12.6967, -0.0117, 0.0083, -0.0034
Si, 2.767, 6.9813, 10.0847, -0.0351, -0.0209, -0.0107
Si, 7.2049, 4.2619, 23.2867, 0.0042, 0.0021, 0.0106
Si, 9.4071, 6.3897, 23.2745, 0.0153, -0.0032, 0.0092
Si, 4.7298, -2.3047, 13.8149, -0.0155, -0.0227, 0.0266
Si, 3.259, 4.8264, 20.7176, 0.0021, 0.0001, -0.0049
O, 9.0592, -1.5716, 17.5247, -0.0001, -0.0027, 0.0089
O, -4.4696, 9.6254, 17.3342, -0.0043, -0.0002, 0.0039
O, 11.6973, 1.7737, 13.1899, 0.0059, -0.0128, -0.0034
O, 10.5849, 6.2015, 13.4407, -0.001, -0.0053, 0.0024
O, 3.8455, 5.8462, 19.576, -0.0055, -0.0069, 0.0118
O, 12.4316, 6.2265, 9.2955, 0.0374, 0.0356, 0.0311
F, 7.5276, 11.3341, 10.6458, 0.0559, 0.055, 0.0046
O, -3.4037, -3.4658, 16.2854, -0.0036, -0.0012, -0.0015
O, 5.9363, 3.81, 10.5532, -0.0098, -0.0122, -0.0017
O, 15.2174, 4.7791, 13.3022, -0.0108, -0.0017, -0.0133
O, -1.2717, 1.3325, 24.9289, -0.0232, 0.0252, -0.0067
O, 5.1512, 8.1714, 15.3351, -0.0014, 0.0026, -0.0053
O, 8.9092, 11.8681, 16.5102, -0.0039, -0.002, -0.0003
O, 3.0826, 8.2749, 13.7791, 0.0066, 0.0026, -0.003
O, 4.9221, 10.1132, 10.9421, 0.019, 0.0046, -0.0282
O, 2.0198, 5.4389, 21.6194, 0.0069, -0.0026, 0.0038
O, 13.2511, 8.33, 10.8682, 0.0023, 0.0111, 0.0017
O, 1.2748, -1.2551, 21.5181, -0.0003, -0.0007, 0.0074
O, 1.1067, 3.0821, 18.3085, -0.0023, 0.0003, 0.007
O, 5.5473, 2.643, 19.7412, -0.0018, -0.0007, 0.0044
O, 3.0399, 7.6221, 17.8695, 0.0002, -0.0012, 0.0041
O, 1.9902, -1.7562, 16.0903, 0.0009, -0.0013, -0.0024
O, 0.7548, 10.5275, 11.5339, 0.0041, 0.0003, 0.0045
O, 2.9361, 0.0247, 23.0448, 0.0098, 0.0111, 0.0137
O, 3.4037, 3.3786, 11.1643, -0.0046, 0.0019, 0.0041
O, 0.3987, 7.7259, 17.412, 0.0012, 0.0024, 0.004
O, -0.5742, 13.7666, 15.5396, 0.002, 0.0003, -0.0036
O, -2.3522, 7.8364, 13.0139, -0.0122, 0.0069, -0.0069
O, 7.2911, 6.0207, 11.4787, -0.0059, 0.0285, 0.0059
O, 5.2046, 8.236, 19.3058, -0.0048, -0.0006, 0.0054
O, 5.3064, 6.404, 17.3651, -0.0028, -0.0005, -0.0008
O, 5.7964, 7.813, 12.8563, 0.0151, 0.0119, -0.0213
O, 10.7089, 5.2613, 11.068, 0.0107, 0.0116, 0.0023
O, -0.4765, 6.4987, 22.0319, -0.0194, -0.0056, 0.0307
O, -1.6939, 1.0923, 13.8663, 0.0021, 0.0003, 0.0048
O, -0.512, 5.313, 17.9349, -0.0003, -0.0026, 0.0057
O, 8.1081, 9.8043, 15.1119, -0.0019, -0.0016, -0.0021
O, 6.8614, 3.9703, 13.0292, -0.0065, 0.0008, 0.0054
O, 4.5538, 4.4202, 21.6057, -0.0013, -0.0001, -0.0006
O, 8.5436, 3.7307, 10.7648, -0.0152, -0.0056, -0.0167
O, 7.5678, 9.4404, 19.7522, -0.0023, 0.0006, 0.007
O, 10.6904, 8.1102, 11.434, -0.0041, 0.0122, 0.0152
O, 7.7273, 14.1766, 16.2877, -0.0056, -0.001, 0.0005
O, 1.7875, 10.6, 14.079, 0.0049, 0.0028, -0.0022
O, 0.2799, 8.5363, 14.0253, -0.0043, 0.0009, 0
O, 10.0742, 3.6689, 13.0987, 0.0062, 0.0007, 0.0046
O, 14.312, 5.9908, 11.1924, -0.0031, -0.0185, 0.0166
O, -3.6265, 8.5539, 10.7776, -0.0107, 0.0416, -0.0754
O, -0.1825, 4.3316, 20.3545, -0.0008, -0.0018, 0.007
O, 6.7919, 12.0742, 14.94, -0.0021, -0.0009, 0.0026
O, 13.9368, 11.6507, 12.0556, 0.018, -0.0144, 0.0112
O, 16.2491, 3.2748, 15.1491, 0.0016, 0.0014, -0.0044
O, 6.8103, 3.339, 22.0068, -0.0018, 0.0008, 0.0044
O, 5.3049, 12.551, 11.9008, -0.0043, -0.0132, -0.0025
O, 5.3597, 10.9335, 19.3143, -0.0021, 0.0065, 0.0047
O, 3.3763, 1.5619, 18.4985, 0.0007, 0.0007, 0.0058
O, 9.5071, 2.9231, 18.2129, 0.0009, 0.0023, 0.0093
O, 1.2555, 11.947, 20.0329, -0.0004, 0.0041, 0.0051
O, 1.6665, 9.668, 18.7846, 0.0016, 0.001, 0.0025
O, 10.2481, 5.6533, 24.4335, 0.0158, -0.0001, 0.0024
O, 6.1731, 5.7254, 14.911, -0.0036, 0.0001, -0.0051
O, 4.6152, 1.7445, 21.9658, 0.0081, 0.0092, -0.0002
O, 2.6986, 14.2971, 20.2593, -0.0007, 0.0024, 0.0052
O, -0.7362, 20.9883, 19.8576, -0.0072, -0.0032, 0.0012
O, 4.83, -0.6755, 13.5493, 0.0015, 0.0107, -0.0076
O, 5.7044, 1.7449, 17.2918, -0.0041, 0.0012, 0.0041
O, 1.6836, 4.5988, 12.7791, 0.0157, 0.0021, 0.0014
O, 9.3505, 7.5023, 19.2437, -0.0003, 0.0027, 0.0051

Results
free energy: -139541.474 eV
free energy less fixed offsets of Al -1619.15, F -1619.15, O -568.88, Si -635.61 eV per atom: 1.036 eV

The program warned: the cutoff lies below the one the program advises for these potential files; the forces do not sum to zero within the program's tolerance; the exchange-correlation potential is rough where the density is thin.
